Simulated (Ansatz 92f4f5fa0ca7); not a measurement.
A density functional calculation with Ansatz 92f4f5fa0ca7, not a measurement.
Periodic cell of 288 atoms, Si196O92, from a study of silicon, its oxide and their interface. The atomic structure is a simulated model.
This geometry differs little from another in the collection (a relaxation step or a small displacement).

Settings
functional: PBE
potential files: Ansatz PAW
basis: plane waves
wave-function cutoff: 700 eV
density cutoff ratio: 5
exchange-correlation grid ratio: 1
k mesh: 2 x 2 x 1, shifted by 0.5 0.5 0.5 of a step
self-consistency stop: 5e-08 eV per atom in the density residual
occupations: fixed
spin: none
net charge: 0

Cell vectors (angstrom)
a  11.6015  0  0
b  0  10.938  0
c  0  0  40.5641

Atoms and the computed forces on them: element, x, y, z (angstrom), force x, y, z (eV/angstrom)
Si  0  0  0.9665  0.0035  0.0164  -0.0007
Si  3.8672  0  0.9665  -0.0002  -0.0127  0.001
Si  7.7343  0  0.9665  -0.0025  0.0119  0.0053
Si  1.9336  1.3673  0.9665  0.003  -0.0083  0.0004
Si  5.8008  1.3673  0.9665  -0.0032  0.0189  0.0084
Si  9.6679  1.3673  0.9665  -0.0001  -0.0108  -0.0034
Si  0  5.469  0.9665  0.0016  -0.0287  -0.0166
Si  3.8672  5.469  0.9665  -0.0011  -0.0082  0.0027
Si  7.7343  5.469  0.9665  -0.0001  0.0141  0.0008
Si  1.9336  6.8362  0.9665  -0.0006  0.022  -0.0052
Si  5.8008  6.8362  0.9665  -0.0013  0.003  0.0081
Si  9.6679  6.8362  0.9665  0.0021  0.0091  -0.0048
Si  1.9336  2.7345  39.5971  0.008  0.0109  -0.0066
Si  5.8008  2.7345  39.5971  0.0085  -0.0375  0.0186
Si  9.6679  2.7345  39.5971  0.0045  0.0301  -0.0235
Si  0  4.1018  39.5971  0.0125  0.0139  -0.0039
Si  3.8672  4.1018  39.5971  0.0013  0.0294  0.0228
Si  7.7343  4.1018  39.5971  0.0098  -0.0074  0.0047
Si  1.9336  8.2035  39.5971  0.0069  -0.02  -0.0021
Si  5.8008  8.2035  39.5971  0.0098  -0.0167  0.0099
Si  9.6679  8.2035  39.5971  0.0099  -0.0026  -0.006
Si  0  9.5708  39.5971  0.0058  -0.0245  -0.0125
Si  3.8672  9.5708  39.5971  0.0089  0.0131  0.0016
Si  7.7343  9.5708  39.5971  0.0061  -0.0019  0.0015
Si  0  0  4.8337  -0.0214  -0.0006  0.0938
Si  3.8672  0  4.8337  -0.0014  -0.0095  -0.0734
Si  7.7343  0  4.8337  -0.0556  -0.0272  0.1335
Si  1.9336  1.3673  4.8337  -0.0113  -0.0551  0.0493
Si  5.8008  1.3673  4.8337  -0.0047  -0.0023  0.0235
Si  9.6679  1.3673  4.8337  -0.0666  -0.0156  0.0067
Si  0  5.469  4.8337  -0.0338  -0.0413  -0.2148
Si  3.8672  5.469  4.8337  -0.0188  -0.0438  0.0576
Si  7.7343  5.469  4.8337  -0.0292  0.0267  0.0666
Si  1.9336  6.8362  4.8337  -0.0303  0.0038  -0.1518
Si  5.8008  6.8362  4.8337  -0.0162  -0.0743  -0.0492
Si  9.6679  6.8362  4.8337  -0.0363  0.0152  -0.0867
Si  1.9336  2.7345  2.9001  -0.0027  0.0183  0.0055
Si  5.8008  2.7345  2.9001  -0.009  -0.0009  0.0134
Si  9.6679  2.7345  2.9001  -0.0078  0.0066  -0.0037
Si  0  4.1018  2.9001  -0.0079  0.0652  -0.0335
Si  3.8672  4.1018  2.9001  -0.0121  0.0059  0.0043
Si  7.7343  4.1018  2.9001  -0.0012  -0.0221  0.0145
Si  1.9336  8.2035  2.9001  -0.0062  -0.0471  -0.0265
Si  5.8008  8.2035  2.9001  -0.0151  0.0004  0.0002
Si  9.6679  8.2035  2.9001  -0.0001  -0.0292  -0.0141
Si  0  9.5708  2.9001  -0.0122  -0.0254  0.0074
Si  3.8672  9.5708  2.9001  -0.0006  0.0161  -0.0054
Si  7.7343  9.5708  2.9001  -0.0071  -0.0333  0.0223
Si  0.4088  0.0251  29.7671  -0.0277  0.0016  -0.0196
Si  4.1204  0.1014  29.9542  -0.0064  -0.002  -0.0016
Si  7.4716  -0.1228  29.9042  0.0166  0.011  0.0099
Si  2.2226  1.42  29.8017  0.0189  0.0017  -0.0037
Si  5.9139  1.5892  30.1268  -0.0058  -0.0051  -0.0013
Si  9.6213  1.8957  29.6198  -0.0053  0.0006  0.0036
Si  0.2129  5.2282  29.9779  -0.0013  -0.0096  -0.0026
Si  4.0949  5.3604  30.0045  -0.0288  -0.0025  0.0129
Si  7.9922  5.7012  29.8971  0.016  0.0135  -0.0132
Si  2.0611  6.6823  29.9412  0.0178  -0.0158  -0.016
Si  5.9081  6.8254  29.9811  -0.0071  0.013  -0.0146
Si  10.0751  6.8374  29.934  -0.0187  0.0101  0.01
Si  2.0402  2.6551  31.8524  -0.0126  0.027  -0.0074
Si  5.8898  2.8802  32.0374  0.0118  0.0483  -0.0029
Si  9.6209  2.7794  31.8292  0.0402  0.0112  -0.0192
Si  0.0678  3.9721  31.9208  -0.0052  -0.0411  -0.0043
Si  3.8803  4.1275  31.9882  0.0494  -0.0212  0.0068
Si  7.8197  4.2889  31.859  -0.0379  -0.0288  0.0179
Si  2.0217  8.1899  31.8257  -0.0026  0.0383  0.0032
Si  5.8543  8.2127  31.8998  -0.0006  0.0125  -0.0058
Si  9.8107  8.2471  31.826  -0.0034  0.0182  -0.0031
Si  0.0996  9.6549  31.7823  0.0099  -0.0207  -0.0127
Si  3.9355  9.6175  31.8575  -0.0068  -0.0324  0.0115
Si  7.7944  9.5456  31.8733  -0.0015  -0.0172  -0.0155
Si  0.0654  0.019  33.7577  -0.0042  0.0239  0.0017
Si  3.9421  0.0059  33.814  0.0015  0.0219  -0.0003
Si  7.7921  -0.0141  33.7983  0.0014  0.0134  -0.0027
Si  2.0111  1.3482  33.8062  -0.0037  -0.0222  0.0084
Si  5.8815  1.3853  33.8531  -0.0013  -0.0277  -0.0002
Si  9.7016  1.3665  33.7426  -0.0051  -0.0212  -0.0029
Si  0.0546  5.4603  33.7769  0.0036  0.0305  0.0048
Si  3.8886  5.5163  33.8663  -0.0037  0.015  0.0013
Si  7.7989  5.5534  33.8253  0.0053  0.0168  -0.0065
Si  1.9616  6.8738  33.7999  0.0014  -0.0225  0.002
Si  5.8324  6.8586  33.8297  -0.0076  -0.0198  -0.0061
Si  9.7533  6.8825  33.7763  -0.0036  -0.0268  0.0034
Si  1.9592  2.7354  35.7267  0.0028  0.0145  0.0024
Si  5.8411  2.7543  35.7606  -0.0038  0.0122  0.0037
Si  9.7005  2.7269  35.7023  0.0003  0.0127  0.0013
Si  0.0273  4.109  35.7231  -0.0002  -0.0163  0.0007
Si  3.8897  4.1017  35.7506  -0.0005  -0.009  -0.0005
Si  7.7796  4.1193  35.7204  -0.0022  -0.0102  -0.0008
Si  1.9458  8.2229  35.7366  0.0036  0.0128  0.0013
Si  5.829  8.2187  35.7507  0.0038  0.0079  0.0007
Si  9.715  8.2122  35.732  -0.0046  0.0126  0
Si  0.0228  9.6016  35.7135  0.0026  -0.0103  0.0064
Si  3.8972  9.5733  35.7379  -0.0037  -0.0107  0.0064
Si  7.7723  9.5691  35.7343  0.0023  -0.0105  0.004
Si  0  0  37.6635  0.0247  0.08  -0.0224
Si  3.8672  0  37.6635  0.0054  0.0407  0.0199
Si  7.7343  0  37.6635  0.0531  0.0168  0.0053
Si  1.9336  1.3673  37.6635  0.0114  0.0091  -0.0052
Si  5.8008  1.3673  37.6635  0.0488  0.0289  0.1409
Si  9.6679  1.3673  37.6635  0.0318  0.0369  -0.1122
Si  0  5.469  37.6635  0.0141  -0.0173  -0.0063
Si  3.8672  5.469  37.6635  0.0213  0.0301  0.1222
Si  7.7343  5.469  37.6635  0.0659  0.0207  0.0042
Si  1.9336  6.8362  37.6635  -0.0005  0.0524  -0.0235
Si  5.8008  6.8362  37.6635  0.0313  -0.0171  0.0472
Si  9.6679  6.8362  37.6635  0.0584  0.0195  -0.0188
Si  1.9105  2.7163  6.7805  -0.0048  0.0072  -0.0035
Si  5.787  2.7323  6.7714  -0.004  0.0128  -0.0068
Si  9.618  2.7225  6.7739  0.0062  0.0065  -0.0037
Si  -0.0273  4.072  6.7198  -0.0015  -0.0123  0.0025
Si  3.8416  4.0888  6.7705  0.0003  -0.0101  -0.0018
Si  7.7035  4.112  6.7815  0.0041  -0.0084  -0.0065
Si  1.9085  8.2093  6.741  0.005  0.0105  -0.0008
Si  5.7749  8.1806  6.7691  0.0034  0.0107  -0.0043
Si  9.6377  8.2089  6.7522  -0.0034  0.0112  -0.0026
Si  -0.0308  9.5808  6.7874  0.0031  -0.0164  -0.0013
Si  3.8564  9.5596  6.7509  -0.0048  -0.0114  -0.003
Si  7.6914  9.5629  6.7861  0.0036  -0.0139  -0.0035
Si  -0.0778  0.02  8.7321  0.0042  0.0237  -0.0113
Si  3.8605  0.0141  8.6538  -0.0037  0.017  0.0011
Si  7.6532  -0.0607  8.7686  -0.0014  0.0272  -0.0048
Si  1.9068  1.3249  8.7118  0.0007  -0.0174  0.0034
Si  5.7767  1.391  8.7219  0.0044  -0.0335  0.009
Si  9.5562  1.3291  8.695  0.0037  -0.0136  -0.0044
Si  -0.0373  5.4441  8.612  0.0041  0.0298  0.0025
Si  3.824  5.4348  8.717  -0.0002  0.0223  0.0045
Si  7.6893  5.4612  8.7387  -0.0013  0.0208  0.0054
Si  1.9059  6.8315  8.6469  -0.0151  -0.0105  -0.0072
Si  5.742  6.812  8.7031  -0.0004  -0.0224  0.0053
Si  9.6298  6.8085  8.6456  0.0092  -0.0252  -0.0117
Si  1.9092  2.6518  10.6639  -0.0173  0.0223  -0.0076
Si  5.7814  2.7309  10.6916  -0.0015  0.0445  0.0111
Si  9.5384  2.634  10.6432  0.0098  0.0156  0.0087
Si  -0.0824  3.8871  10.3777  0.0056  -0.0245  -0.0014
Si  3.7938  4.1044  10.6955  0.0148  -0.0325  -0.0054
Si  7.6897  4.1533  10.7318  -0.015  -0.0291  0.0133
Si  1.8684  8.3445  10.4531  -0.0041  0.0243  -0.0131
Si  5.6745  8.1432  10.6506  -0.001  0.0159  0.0003
Si  9.6145  8.1245  10.5819  -0.0235  0.0152  -0.0063
Si  -0.1021  9.6095  10.6728  0.0159  -0.0189  0.0087
Si  3.8435  9.671  10.6116  -0.0055  -0.0324  0.0019
Si  7.6578  9.4478  10.7101  -0.0084  -0.0361  0.0081
Si  0.3153  -0.2396  12.8071  -0.0008  0.0022  0.059
Si  3.9297  0.1323  12.5736  -0.0096  -0.0273  0.0071
Si  7.6986  -0.2808  12.752  0.006  -0.008  0.0103
Si  1.987  1.4159  12.7207  0.0055  0.0011  0.0017
Si  5.9389  1.3255  12.6308  0.0369  0.0342  0.0016
Si  9.3476  1.3762  12.697  -0.0151  0.0368  0.0343
Si  -0.0452  5.3072  12.1424  -0.0476  -0.059  -0.0151
Si  3.528  5.5585  12.5882  0.0054  0.0069  -0.0041
Si  7.5831  5.5444  12.7444  0.0252  -0.0035  -0.0174
Si  1.6358  6.926  12.2415  0.0284  0.0494  0.0473
Si  5.5661  6.8227  12.6428  0.0008  0.0026  -0.0012
Si  9.6783  6.6964  12.469  -0.0333  0.012  0.0333
O  7.463  4.6804  14.1794  -0.002  -0.0022  0.0137
O  -12.9222  7.7387  13.6448  0.0292  -0.0207  -0.019
O  7.7927  9.7879  14.2028  0.0007  -0.0002  0.0106
O  0.5729  20.4825  13.9802  0.0019  0.0086  -0.012
O  28.7673  -3.0431  13.9157  -0.0063  0.003  0.0077
O  3.0614  4.6697  13.9273  -0.0151  -0.0019  -0.0014
O  10.6969  0.7192  13.3593  -0.0036  -0.0131  -0.0537
O  15.0859  8.1012  15.5077  -0.0036  -0.0021  0.0101
O  1.8657  13.2784  14.129  -0.0029  0.0068  0.0037
O  32.0886  2.5237  13.7888  -0.0106  -0.0015  0.003
O  6.1935  2.3246  13.9666  -0.0054  -0.0147  -0.0014
O  -7.7584  9.9854  13.8211  -0.0024  0.0028  0.0013
O  11.1592  12.3477  29.3855  -0.0212  -0.0112  0.0133
O  2.0276  2.3533  28.4304  0.0011  0.0097  -0.009
O  5.5407  7.6158  28.5573  0.0082  -0.0016  0.0038
O  -16.225  9.8068  28.7024  -0.0066  -0.0087  -0.0024
O  10.5349  7.7151  28.5747  0.0016  -0.0075  -0.0026
O  0.2098  4.3166  28.568  0.002  0.0016  -0.0018
O  1.6909  -3.3019  28.6178  -0.0092  0.0081  -0.0026
O  4.8107  2.1151  27.2533  -0.0044  0.003  -0.0085
O  -30.4049  -6.7082  28.8064  0.0119  -0.0017  -0.0172
O  15.9264  -0.9025  28.6265  -0.0071  0.0012  -0.0075
O  11.9414  9.9489  28.4789  0.0053  -0.0024  0.0062
O  8.885  11.4008  29.3401  0.0145  -0.005  0.0014
Si  11.8937  4.2265  20.1473  -0.0021  -0.0023  0.0014
Si  2.8632  7.9606  17.0009  0.0058  0.0083  -0.0019
Si  8.2695  4.3174  28.037  -0.0005  -0.0078  0.0252
Si  6.4497  2.4367  23.43  0.0028  0.0003  0.0008
Si  11.0055  12.5788  18.4712  -0.0028  -0.0034  -0.0011
Si  0.8287  5.9478  16.4224  -0.0011  0.001  0.0024
Si  8.6118  0.4054  24.3522  -0.0009  0.0005  0.0033
Si  1.7103  10.4946  18.3049  -0.0039  0.0021  0.0003
Si  9.6659  5.2431  25.2824  -0.0058  -0.0028  0.0055
Si  4.7858  6.5408  18.8148  0.0027  0.0003  0.0012
Si  7.3065  9.7857  15.791  0.0084  0.0005  -0.014
Si  6.6556  9.961  20.1959  0.0005  0.0003  0.0003
Si  0.277  7.5075  25.051  -0.0035  -0.0009  0.0017
Si  0.4672  8.64  20.3741  -0.0009  0.0017  0.0017
Si  6.0335  10.1705  25.2706  0.0037  -0.0032  0.006
Si  10.1397  8.9722  22.829  -0.0027  0.0009  -0.0011
Si  7.541  3.0855  14.5278  0.0126  0.0008  -0.0197
Si  3.0638  6.5948  23.6891  0.0004  -0.0009  -0.0013
Si  4.6524  8.9502  14.7628  0.0046  -0.0059  -0.0163
Si  -3.0865  1.4092  19.9997  0.0009  -0.0002  0.0002
Si  1.0678  3.0172  22.9442  -0.0031  -0.0016  -0.0015
Si  0.3451  8.38  28.0396  0.0053  0.0121  0.0083
Si  7.6055  4.0419  21.218  0.0003  0.0004  -0.0001
Si  10.8418  2.3622  25.1094  -0.0027  -0.0026  0.0056
Si  2.6702  4.1792  25.1795  -0.0024  -0.0011  0.0027
Si  11.913  7.9166  13.9222  -0.0023  -0.0129  -0.0171
Si  5.4957  3.0801  28.3699  0.0013  0.01  0.0018
Si  5.0658  3.7116  19.4424  0.001  -0.0015  0.0003
Si  8.3688  1.6558  17.0567  0.0024  0.0025  -0.0057
Si  7.6514  7.812  18.2461  -0.0002  0.0014  -0.0022
Si  5.6061  9.1679  28.0909  0.0061  0.0068  0.0152
Si  5.634  8.281  22.7682  0.0019  0.0003  0.0003
Si  4.8002  2.0143  25.6408  0.0024  -0.0016  0.0072
Si  3.8573  13.1235  21.6925  -0.0003  -0.0007  0.0007
Si  1.6403  3.9489  14.358  0.0072  -0.0135  -0.0044
Si  4.3779  0.7976  19.1722  0.0001  -0.0006  -0.0006
Si  1.0686  3.3513  27.5557  -0.0018  -0.0144  0.009
Si  8.1859  6.5216  22.7555  0.0004  -0.001  0.001
Si  2.4894  6.2296  20.8149  -0.0015  -0.0003  0.0008
Si  10.4825  6.4872  18.7454  -0.0025  0.0007  0.0034
O  5.6564  9.1539  26.4755  -0.0034  -0.0005  -0.0062
O  0.3319  26.2552  13.4789  0.0176  0.0303  -0.0274
O  9.7345  1.1752  25.2537  0.0013  0.0011  -0.0042
O  4.1478  3.5412  20.8059  0.0006  -0.0027  -0.0013
O  7.6784  9.03  19.3313  -0.002  -0.0018  -0.0012
O  6.0023  9.4063  23.8605  -0.0022  0  -0.0001
O  1.3082  9.897  19.7663  0.0011  -0.0016  -0.002
O  6.0787  2.791  24.9766  -0.0047  -0.0024  -0.0045
O  12.0577  8.3309  26.4339  0.0014  -0.0037  -0.0055
O  5.8618  9.0729  21.3326  0.0006  -0.0007  -0.0009
O  7.5836  -0.2628  25.4443  -0.003  0  -0.0051
O  5.5464  10.6  19.1717  -0.0005  0.0005  0.0025
O  9.0874  7.8179  22.3694  0.0003  0.0001  0.0023
O  7.9689  0.1889  16.4465  -0.0012  -0.0022  0.0011
O  8.9533  5.0869  26.7568  -0.002  0.0028  -0.0079
O  17.2586  9.7939  15.748  -0.0005  0.0018  0.0032
O  11.1281  5.862  17.3771  0.0044  -0.0012  -0.0006
O  2.6838  5.7455  22.3484  -0.0002  0.0009  0.0015
O  3.987  6.6052  20.2535  -0.0015  -0.0006  -0.0005
O  11.122  9.2439  21.5553  0.0001  -0.0027  0
O  4.6246  4.9335  18.4346  -0.0004  0.0004  0.0007
O  0.1336  1.9641  23.7831  0.0002  0.0017  -0.0002
O  3.4501  2.744  25.1013  -0.0009  0.0028  -0.0002
O  3.6046  5.4753  24.7809  -0.003  -0.0019  0.0002
O  7.7786  1.7446  18.5726  0.0012  -0.0011  0.0023
O  2.0901  6.55  17.2522  -0.0057  -0.0037  -0.0016
O  7.7007  2.8272  16.1298  -0.0004  -0.0019  0.0035
O  9.3261  10.2957  23.3215  -0.0004  -0.001  0.0003
O  1.8801  9.2323  17.2784  0.0026  -0.0047  0.0026
O  6.3712  6.8789  18.6616  -0.0013  -0.0009  0.0013
O  10.0555  3.7526  24.7685  0.0022  -0.0005  0.0005
O  1.2461  4.4613  15.8658  -0.0022  0.0058  0.0079
O  7.6962  8.4726  16.7225  -0.0006  0.001  0.0054
O  13.3177  5.0467  19.9666  -0.0011  0.0015  0.0016
O  7.7062  1.4045  23.4212  -0.0022  -0.0006  0.0016
O  6.7779  3.7827  27.6261  -0.0116  -0.0032  -0.0064
O  2.4146  2.2831  22.4105  -0.0001  0.0016  0.0001
O  4.9437  2.2642  18.6745  -0.002  0.0003  0.0037
O  4.9198  0.4339  25.2565  -0.0004  0.0016  -0.0021
O  0.107  2.5263  26.4987  0.0036  0.0048  -0.0035
O  11.1847  7.8894  19.2158  -0.0006  -0.003  -0.0005
O  10.0679  11.9122  19.6651  -0.0014  0.0021  -0.0009
O  8.6416  5.9124  24.2025  0.0017  0.0006  -0.0024
O  3.1383  11.2758  18.2366  -0.0009  -0.0022  0.0006
O  1.5572  7.564  20.9166  -0.0001  -0.0016  -0.002
O  4.145  7.73  23.2019  -0.002  -0.0021  0.0008
O  4.1399  7.7888  17.9839  -0.0018  -0.0006  0.0001
O  9.1681  3.0068  28.5046  -0.0042  0.008  -0.013
O  11.0293  6.1433  25.3734  0.0018  0.0029  -0.0019
O  1.7391  7.2697  24.3692  -0.0004  -0.0008  0.0007
O  0.1426  2.9873  19.0735  -0.0001  0.0007  0.002
O  0.2387  3.6607  21.687  0.0021  -0.0004  -0.0008
O  6.5625  4.1172  19.9681  -0.0015  -0.001  0.0014
O  6.6265  6.9917  22.8424  -0.0011  0.0018  -0.0015
O  7.6197  11.1882  20.7483  -0.0011  0.0005  -0.0031
O  9.9923  1.9151  17.1965  -0.0034  -0.002  0.0028
O  0.5294  0.6066  17.904  0.0005  -0.0012  0.0045
O  3.7954  0.9101  20.6896  0.0011  0.0021  -0.0018
O  8.3572  5.4577  21.514  -0.0024  -0.0001  0.0012
O  12.1713  7.0996  15.3001  -0.0049  0.0001  0.0103
O  5.0911  1.8609  22.7126  -0.0002  0.0021  0.0004
O  1.4561  4.1255  24.085  0.0039  0.0013  0.002
O  8.6013  2.7842  20.8894  -0.0029  -0.0007  -0.0016
O  -0.912  5.3142  19.8807  0.0028  0.001  -0.0037
O  8.9295  6.8236  18.4279  0.0016  0.0002  0.0001
O  6.8466  3.7813  22.6357  -0.0013  -0.0034  -0.0006
O  11.0224  8.4595  24.0737  0.001  -0.0023  0.0004
O  2.0395  4.3454  26.674  0.0006  0.0002  -0.0067

Results
free energy: -176940.931 eV
free energy less fixed offsets of O -569.03, Si -635.61 eV per atom: -10.611 eV

The program warned: the cutoff lies below the one the program advises for these potential files; the forces do not sum to zero within the program's tolerance; the exchange-correlation potential is rough where the density is thin.
